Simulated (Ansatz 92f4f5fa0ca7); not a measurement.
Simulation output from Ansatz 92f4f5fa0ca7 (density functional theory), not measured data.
Periodic cell of 273 atoms, Si162O105As6, from a study of silicon, its oxide and their interface. The atomic structure is a simulated model.
Doubt: the cutoff is low for norm-conserving oxygen, so forces and energies are approximate.
Doubt: the program's own warning below bears on the result.
This geometry differs little from another in the collection (a relaxation step or a small displacement).

Settings: functional HSE06; potential files SPMS norm-conserving; basis plane waves; wave-function cutoff 800 eV; density cutoff ratio 4; exchange-correlation grid ratio 1; k mesh 1 x 1 x 1, Gamma-centred; occupations fixed; spin none; net charge 0.

Cell vectors (angstrom)
a 11.6015 0 0
b 0 13.3963 0
c 0 0 31.1303

Atoms: element, x, y, z (angstrom)
As -0.1031 -0.0621 24.133
Si 3.8111 -0.0503 24.3457
Si 7.6841 0.0454 24.5746
Si 1.7934 3.2156 24.079
Si 5.8844 3.4572 24.4655
Si 9.4932 3.3786 24.4926
As -0.1153 6.6917 24.1401
Si 3.8404 6.7229 24.1826
As 7.6533 6.724 24.3328
Si 1.7927 10.0344 24.3695
Si 5.8515 10.152 24.6222
Si 9.6289 9.8402 24.5118
Si -0.1071 2.1727 25.0852
Si 3.8341 2.2599 24.9549
Si 7.6722 2.242 25.4355
Si 1.8541 5.5217 24.9425
Si 5.7261 5.6582 25.2703
Si 9.6099 5.6284 25.2687
Si -0.0124 8.8155 25.2887
Si 3.8212 8.962 25.0499
Si 7.674 8.8635 25.3954
Si 1.8228 12.2913 25.172
Si 5.7318 12.352 25.37
Si 9.6336 12.1917 25.157
Si -0.0352 2.232 27.4936
Si 3.8352 2.2454 27.4331
Si 7.7054 2.2377 27.7336
Si 1.9179 5.5452 27.4133
Si 5.7391 5.6025 27.6158
Si 9.6557 5.5877 27.6116
Si 0.0074 8.8968 27.6253
Si 3.8375 8.9273 27.4855
Si 7.7123 8.9185 27.7054
Si 1.8995 12.2832 27.5506
Si 5.7541 12.3181 27.6866
Si 9.6443 12.2444 27.5482
Si 1.9132 1.1326 28.3167
Si 5.7366 1.1525 28.3956
Si 9.668 1.0936 28.3652
Si 0.003 4.4555 28.3313
Si 3.8156 4.4505 28.3311
Si 7.7004 4.4994 28.3872
Si 1.9438 7.7645 28.3346
Si 5.7485 7.8259 28.3859
Si 9.6677 7.8095 28.4058
Si -0.0161 11.1496 28.3628
Si 3.8255 11.1488 28.3581
Si 7.7042 11.1754 28.3872
Si 1.9336 1.1164 30.7353
Si 5.8008 1.1164 30.7353
Si 9.6679 1.1164 30.7353
Si 0 4.4654 30.7353
Si 3.8672 4.4654 30.7353
Si 7.7343 4.4654 30.7353
Si 1.9336 7.8145 30.7353
Si 5.8008 7.8145 30.7353
Si 9.6679 7.8145 30.7353
Si 0 11.1635 30.7353
Si 3.8672 11.1635 30.7353
Si 7.7343 11.1635 30.7353
Si 0 0 0.3944
Si 3.8672 0 0.3944
Si 7.7343 0 0.3944
Si 1.9336 3.3491 0.3944
Si 5.8008 3.3491 0.3944
Si 9.6679 3.3491 0.3944
Si 0 6.6981 0.3944
Si 3.8672 6.6981 0.3944
Si 7.7343 6.6981 0.3944
Si 1.9336 10.0472 0.3944
Si 5.8008 10.0472 0.3944
Si 9.6679 10.0472 0.3944
Si 0.0402 0.0028 2.7709
Si 3.9154 0.0164 2.7262
Si 7.7608 0.0189 2.7529
Si 1.9495 3.3603 2.776
Si 5.7844 3.3486 2.7296
Si 9.6949 3.3671 2.7761
Si 0.0339 6.6806 2.7352
Si 3.8712 6.7116 2.7572
Si 7.7662 6.7384 2.7854
Si 1.9776 10.0053 2.7758
Si 5.8224 10.037 2.81
Si 9.6569 10.0577 2.7944
Si 0.0336 2.2394 3.5736
Si 3.8723 2.2267 3.5741
Si 7.7257 2.2668 3.4948
Si 1.9587 5.5955 3.5954
Si 5.8115 5.5884 3.4361
Si 9.7127 5.6148 3.5618
Si 0.0027 8.8998 3.486
Si 3.9148 8.9007 3.6698
Si 7.7438 8.9459 3.7073
Si 2.0176 12.266 3.4504
Si 5.8329 12.2964 3.5343
Si 9.6909 12.3102 3.5776
Si 0.0812 2.2827 5.951
Si 3.9253 2.2202 5.9538
Si 7.6984 2.2662 5.834
Si 1.9872 5.5844 5.9796
Si 5.7992 5.5119 5.7397
Si 9.7961 5.6146 5.9365
Si 0.0232 8.8807 5.8204
Si 3.9849 8.8399 6.1252
Si 7.7424 8.9403 6.1806
Si 2.1128 12.239 5.7707
Si 5.8599 12.38 5.8896
Si 9.7291 12.3482 5.9674
Si 1.9934 1.0048 6.7081
As 5.8637 1.165 6.9643
Si 9.6531 1.2702 6.6426
As 0.0878 4.4774 6.9889
As 3.9464 4.452 6.8737
Si 7.7822 4.5275 6.5633
Si 1.9277 7.8641 6.8106
Si 5.9002 7.5277 6.9127
Si 9.7532 7.8609 6.8791
Si 0.142 11.1525 6.3733
Si 4.0531 11.1295 6.7723
Si 7.7515 11.3213 6.8208
O 1.9597 0.6432 8.3225
O 4.3066 11.1166 8.4143
O 7.7283 4.8305 8.185
O 9.8892 7.9634 8.5385
O 6.0489 6.8748 8.4755
O 1.7031 8.0338 8.442
O 9.4077 1.633 8.2236
O 0.5215 11.0319 7.9621
O 7.5636 11.7411 8.4263
O 6.2517 10.6199 23.0852
O 3.8947 13.1438 22.7058
O 6.3934 3.7681 22.9119
O 1.6307 2.9576 22.4323
O 9.0628 3.4263 22.8883
O 7.5863 0.2591 22.9523
O 1.5211 10.0018 22.7352
O 3.999 6.7509 22.5041
O 9.6614 9.381 22.929
Si 3.3189 13.0376 21.1896
Si 11.8358 1.7624 11.4765
Si -0.806 13.6239 15.6619
Si 7.2428 3.6493 11.3362
Si 8.8312 9.3274 14.8794
Si 10.4129 0.9687 19.8793
Si 1.7503 4.0308 18.3638
Si 8.881 10.2793 11.9266
Si 4.8791 -2.9756 12.668
Si 3.5881 0.4449 14.7238
Si 10.1826 6.7171 15.4339
Si 11.0533 -0.9597 12.8867
Si 5.8377 7.158 18.6383
Si 13.396 0.0039 9.7962
Si 7.7181 3.6075 21.9838
Si 11.476 11.1267 9.4168
Si 4.4487 -5.5907 21.3402
Si 1.4886 2.2648 20.9544
Si 6.2006 -4.2386 16.3021
Si -4.5466 5.8282 9.2712
Si 4.4015 4.9301 16.9201
Si 9.2302 15.0354 9.8203
Si 1.6401 8.7474 9.8986
Si 8.4763 -1.4173 9.7466
Si 9.4633 7.6812 10.0927
Si 2.0477 -2.2145 13.7462
Si 6.4016 9.9501 21.6361
Si -1.0481 11.9384 18.0441
Si 5.6385 -1.5813 15.303
Si 1.3716 2.4797 15.6628
Si 6.8585 3.478 15.8432
Si 3.8105 11.0261 9.9531
Si 5.5592 2.4191 13.5086
Si 10.9903 6.2374 18.3581
Si -2.4318 8.9147 21.473
Si 1.1731 4.3482 13.1719
Si 5.8445 7.5795 13.6666
Si 3.9845 5.1474 13.9258
Si 8.0745 5.4583 13.787
Si 7.4858 -0.8602 17.4171
Si 8.7112 15.1141 17.4056
Si 13.7806 10.0676 21.2556
Si 11.4443 9.2379 19.303
Si 0.0786 8.9795 14.4456
Si 5.8494 -1.1345 19.8573
Si 7.8642 0.7039 21.4384
Si 8.451 6.1946 20.2403
Si 0.2491 7.1275 11.9284
O 9.4254 0.5917 21.0913
O 7.0789 -1.0793 15.8609
O 10.8984 -0.4569 19.2754
O 1.3382 -3.3986 14.664
O -1.3082 9.2366 20.4022
O 11.323 -0.8086 16.7819
O 6.4897 4.7933 10.417
O 1.2909 2.9786 17.2034
O 7.457 2.2441 21.1517
O 8.6986 13.5314 10.1692
O 4.4897 1.1912 13.5654
O -1.23 9.8549 14.902
O -0.016 1.8399 20.5467
O 1.9411 3.3148 19.806
O 7.2777 6.7054 19.239
O 5.217 -2.9616 16.0679
O -0.1239 7.7844 18.5728
O 0.6525 5.2272 18.5131
O 9.6893 1.8565 18.7007
O 4.9462 10.9072 11.1124
O 3.6881 5.3315 15.5134
O 1.525 7.5727 11.0156
O 2.3618 0.9071 20.937
O 11.5867 7.559 15.2646
O 8.1978 2.7483 10.3847
O 1.2159 9.5708 20.0698
O 7.6942 9.7569 15.9548
O 8.7878 7.3459 21.3384
O 2.715 4.7959 13.0038
O 6.6367 2.2922 14.7354
O 3.0057 -0.9822 10.1957
O 6.2492 2.5627 12.0481
O 11.1959 0.553 12.3377
O 5.8481 8.4485 21.8155
O 0.8755 11.6758 12.7616
O 7.2645 6.8223 13.3565
O 3.2949 -2.9654 13.0555
O 6.0503 8.5523 17.801
O 8.0437 3.0904 16.8868
O 7.5063 0.7144 17.7715
O 7.8605 11.1747 11.0226
O 11.1215 10.4452 18.272
O 13.2254 1.2467 10.8136
O 5.4723 3.7372 16.6525
O 2.5858 11.6083 20.9877
O 5.2576 6.1238 17.5618
O 5.5952 10.8356 20.5708
O 4.7444 7.223 19.8544
O 8.9473 11.9028 17.7563
O 0.4358 12.5268 9.9886
O 12.0261 5.7357 12.7539
O 12.2317 3.1198 12.266
O -2.6204 7.7884 15.3425
O 4.4991 13.1181 20.0787
O 7.3109 4.831 15.0762
O -2.3954 9.0069 10.9836
O 12.686 3.7729 14.7044
O 11.5827 8.4037 12.9207
O 9.885 11.2785 9.3223
O 4.9248 3.8691 13.7703
O 3.2147 4.5707 17.9467
O 4.638 13.0419 15.6638
O 3.4 9.0179 21.2407
O 8.1502 6.749 10.0217
O 7.9117 9.8526 21.1171
O 9.8241 5.8834 19.4301
O 0.3674 9.7567 10.1276
O 10.0795 11.359 12.1681
O 0.2633 1.3711 15.3382
O 7.0612 -0.3219 20.5175
O 5.5345 -4.4689 12.7931
O -1.1038 12.7119 14.3746
O 8.0568 4.4261 12.5273
O 9.6368 5.6859 14.274
O 5.612 11.4656 13.6996
O -2.1119 1.0144 16.1783
O 10.3318 6.0325 16.8822
O 5.8363 8.005 15.2287
O 10.6244 6.8951 10.8955
O 10.6871 2.0635 10.387
O 2.5714 12.6246 14.3191
O 8.3451 9.7218 13.3656
O 4.6743 6.5014 13.3879
O 6.2879 -1.4571 18.337
O 7.9358 4.855 20.9869
O 2.7807 1.6885 15.396
O 2.9497 9.663 10.1037

Results
free energy: -81335.253 eV
free energy less fixed offsets of As -2657.37, O -447.96, Si -113.29 eV per atom: -2.253 eV
gap between the highest filled and lowest empty level on this k mesh: 1.529 eV

The program warned: the cutoff lies below the one the program advises for these potential files; the model core charge is not resolved on the grid; the forces do not sum to zero within the program's tolerance; the exchange-correlation potential is rough where the density is thin.
